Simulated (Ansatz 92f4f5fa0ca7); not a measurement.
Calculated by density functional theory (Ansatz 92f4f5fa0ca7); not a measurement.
Periodic cell of 138 atoms, Si78O60, from a study of silicon, its oxide and their interface. The atomic structure is a simulated model.

Settings
functional: r2SCAN
potential files: Ansatz norm-conserving
basis: plane waves
wave-function cutoff: 1300 eV
density cutoff ratio: 4
exchange-correlation grid ratio: 1
k mesh: 2 x 2 x 1, shifted by 0.5 0.5 0.5 of a step
self-consistency stop: 5e-10 eV per atom in the density residual
occupations: Fermi-Dirac, 0.05 eV
spin: none
net charge: 0

Cell vectors (angstrom)
a	10.8519	-0.0031	0.0521
b	-0.0031	10.8398	0.0298
c	0.0911	0.0521	20.135

Atoms and the computed forces on them: element, x, y, z (angstrom), force x, y, z (eV/angstrom)
Si	9.5183	2.1337	16.8618	-1.8128	0.5448	0.2359
Si	3.2076	3.1551	19.981	1.3645	1.3622	0.644
Si	10.5781	3.1081	14.924	-2.1854	2.1531	-1.9323
Si	1.7596	6.1939	6.7296	0.538	0.8879	-0.4006
Si	7.5014	8.7408	10.1294	0.1027	-2.2765	1.155
Si	9.061	9.53	1.385	0.5999	-1.0242	1.4727
Si	3.9612	9.1413	1.3086	3.1652	-0.2097	0.5564
Si	6.3662	0.6348	13.3321	-2.2481	0.9908	-1.7377
Si	4.5181	9.7113	17.6136	1.7459	3.4888	-1.1904
Si	9.3893	4.2113	7.0575	-0.0816	0.3888	-0.3801
Si	3.0779	0.0324	8.5084	0.8911	0.5695	-0.6389
Si	3.4414	4.2103	7.0049	-1.782	-0.6985	-0.3371
Si	1.4878	6.8501	9.5546	-2.094	3.248	-2.0686
Si	0.328	9.8627	11.4763	-3.2939	-0.2773	0.0128
Si	6.921	1.7741	1.5033	-1.5162	-2.317	-1.2773
Si	9.1298	5.7432	13.6334	-2.7916	-3.2428	0.5067
Si	2.7073	0.047	2.5752	-0.486	-0.1169	-0.6108
Si	10.8484	2.62	2.5492	0.8997	1.4279	0.0153
Si	2.5718	5.5234	2.8521	-1.4227	-1.0971	0.8286
Si	10.662	8.0653	2.8443	-0.828	0.7484	0.6335
Si	7.8512	0.1621	2.9602	2.0661	0.0645	-0.5967
Si	5.54	2.561	3.0806	-2.1128	1.739	0.1497
Si	8.1338	5.3146	3.1634	2.3854	-0.3742	0.7563
Si	5.0076	7.9636	3.0596	0.7963	-0.737	0.8772
Si	3.8412	1.1873	4.2439	1.5619	-0.0139	-0.2694
Si	1.2254	4.0009	4.2985	-1.3108	0.7945	-2.7727
Si	3.8341	6.4993	4.4091	1.0521	2.1764	1.6801
Si	1.2451	9.4127	4.3036	-0.7446	0.6366	-1.5124
Si	9.9034	1.6048	4.3679	-1.8522	-1.5753	-0.6311
Si	6.6326	4.0528	4.4223	-0.0769	-0.2905	0.051
Si	9.434	6.8724	4.5529	-0.94	0.4479	-1.4058
Si	6.6348	9.3459	4.1136	-2.4262	1.3531	-0.5406
Si	10.6342	10.6063	5.8548	0.9025	1.4352	-0.5984
Si	2.3815	2.5377	5.4603	0.8975	-0.4585	2.1353
Si	10.762	5.463	5.6874	0.4186	-1.1339	-0.4489
Si	2.6199	8.2217	5.6569	0.9904	-2.2466	0.4773
Si	5.2572	10.7133	5.6732	1.7469	0.9523	-1.2111
Si	8.2771	2.8994	5.495	0.1918	-1.79	0.8703
Si	5.2075	5.1234	5.9949	1.3087	0.0511	-1.3551
Si	7.8739	8.3342	5.6099	0.9699	-0.8226	1.3759
Si	7.1785	4.9779	7.4819	-0.7787	1.1392	1.0092
Si	2.1796	4.1741	10.4168	-0.0402	-0.3998	0.4003
Si	7.0712	1.1432	6.743	0.1982	-0.1663	-0.2346
Si	0.8403	6.381	1.553	-0.2537	0.0283	-0.9068
Si	2.659	9.6138	10.7302	-0.8451	-0.3993	-1.9694
Si	9.2712	1.164	12.6459	2.2664	-1.0139	1.9747
Si	4.2498	9.2324	7.0306	-2.3306	1.2201	0.2409
Si	1.2041	1.1795	7.1401	0.0872	0.2442	0.2704
Si	6.5631	6.3938	2.2042	-2.6892	2.1796	-2.7754
Si	5.3085	3.3413	14.4918	-0.3525	-2.4078	-2.1551
Si	10.727	10.5339	0.1647	-4.3159	-2.868	-1.9237
Si	4.9176	1.4682	19.4389	-0.6378	-0.4513	-3.0224
Si	4.7275	9.4591	11.7556	-1.3574	3.5288	6.3311
Si	8.7479	2.0127	9.8728	0.0912	-0.7629	0.3673
Si	8.7815	10.554	9.4498	1.1884	0.1011	-1.3832
Si	6.3818	3.7083	9.4672	-1.0259	0.5967	-1.4206
Si	2.7657	5.6085	18.1996	1.0136	-2.5199	0.4619
Si	1.7149	1.8718	1.0974	-0.7329	-2.0921	1.39
Si	2.4402	6.4808	15.5488	-2.9429	-1.9217	-1.9134
Si	8.6781	3.4779	19.3405	-3.6667	2.0682	0.9805
Si	6.7828	8.0041	0.4628	1.1181	-0.3846	0.4655
Si	4.9619	7.2225	13.9281	1.348	0.4068	0.8017
Si	6.3052	5.1187	12.1749	2.6537	-1.7942	0.8456
Si	4.2565	4.441	1.8411	1.092	-2.3184	-1.6671
Si	6.8869	7.4159	15.3152	1.4205	-0.1063	-0.9226
Si	6.6497	7.6025	7.4809	5.3477	-4.7059	-0.78
Si	1.8056	9.0945	17.0113	-3.552	-1.8324	-0.1925
Si	9.9143	10.7675	17.2788	2.3711	-0.3221	1.6767
Si	4.1692	2.8692	8.8286	3.5053	0.99	-1.8827
Si	10.714	2.9578	8.5539	-1.4368	-1.3273	-0.2428
Si	2.1554	7.3978	19.6623	0.2653	-1.3186	1.324
Si	7.3431	9.788	15.7726	-4.088	-2.1622	-0.7814
Si	8.6285	10.1526	6.886	-0.0374	0.678	1.1677
Si	10.1178	7.5675	11.4219	0.6025	-0.2415	0.6019
Si	2.2831	4.2523	13.6429	-0.4908	0.4594	1.889
Si	5.5232	6.9192	18.175	1.6778	-0.2596	-4.3738
Si	9.8923	4.5253	1.472	0.2574	1.3218	1.2476
Si	6.6244	3.1105	17.1811	2.0966	-2.2742	3.5649
O	4.3093	1.3116	8.4554	-1.9506	-1.8596	0.5427
O	7.9643	5.1772	12.3628	0.7648	1.2168	1.5751
O	1.4535	8.3562	18.6128	-0.2272	2.9366	-3.356
O	6.46	6.7688	16.7285	-1.297	-0.0837	2.7075
O	0.9608	6.8927	7.9808	0.8257	0.0893	2.1664
O	10.3399	10.4314	10.1593	0.4494	-1.0587	0.0234
O	9.6774	2.2101	13.8287	0.5112	-0.2343	0.9895
O	0.5805	10.2187	16.9025	0.668	-1.1336	-0.5497
O	5.2903	8.2098	7.7643	-3.813	1.3737	1.0207
O	5.6078	1.6707	14.3108	-0.6738	2.4422	0.5765
O	5.4953	5.3922	1.2653	0.0598	-0.1729	0.9007
O	3.8562	4.0049	14.1166	-1.7221	-0.8246	0.7108
O	8.524	7.7923	11.1468	-1.1424	1.8658	-1.1442
O	2.0825	4.221	12.0494	-0.4135	-0.2353	-0.8104
O	4.5704	8.1997	18.1076	-0.6274	1.0025	-0.6545
O	5.8106	2.0835	18.1876	-0.632	0.879	-0.0501
O	5.7354	0.8769	0.5089	1.6383	1.7739	1.1924
O	3.9061	6.9824	15.1997	0.6801	-0.7642	-0.5946
O	4.5399	5.6952	18.187	-3.5311	-1.9914	-0.1446
O	9.8641	10.497	18.9364	0.6686	0.4986	-0.4516
O	7.873	2.6619	0.5273	0.6572	-0.1383	-1.09
O	10.301	10.6352	12.7878	0.256	0.7184	-0.9756
O	8.363	8.6416	0.1328	-1.8479	0.1663	1.5078
O	6.1477	4.9081	10.5666	-0.6581	-0.0313	1.0576
O	4.289	0.067	18.7293	0.217	-0.6752	-0.0969
O	3.284	8.2395	0.1801	-2.0174	-0.9242	-0.0433
O	7.522	7.5338	8.8729	-1.0325	2.9895	1.7823
O	5.2909	0.239	12.1598	-1.3532	-1.8133	0.6684
O	10.0366	4.7414	14.7094	-0.99	-1.086	-1.6944
O	3.1657	9.8628	16.6436	0.4127	-0.8629	1.3188
O	9.5654	1.8798	11.3048	0.7695	1.9518	-2.4199
O	3.6019	3.2877	10.2355	-4.0974	0.8831	1.9526
O	8.1056	6.4525	14.6179	-1.1043	1.6804	1.5123
O	9.4629	4.6986	20.0366	0.2258	-0.0162	1.0927
O	2.3663	5.642	9.7657	3.6067	-4.1821	1.1299
O	6.9707	10.383	14.2762	1.2774	-2.6318	4.0225
O	7.1814	2.5112	10.2583	1.7176	0.4512	-0.9285
O	1.7828	5.75	14.1874	1.8475	-0.6075	0.1384
O	7.4652	4.0576	18.3577	-0.6441	-1.0156	-1.4191
O	4.6056	8.7339	13.432	-0.2063	0.2887	-3.7712
O	5.8644	10.1037	16.689	0.8669	-0.6386	0.358
O	10.0324	6.6045	12.7267	2.0936	1.3917	-0.1746
O	6.1203	3.8776	13.2511	0.6641	0.4744	-0.9993
O	5.9678	9.1731	10.9444	5.7765	-3.7396	-4.3741
O	1.9719	5.3444	16.6986	3.1453	1.7347	1.433
O	7.7351	2.0078	16.5765	2.8015	1.5649	0.254
O	7.7384	0.8323	12.525	-0.1703	1.0021	-0.4184
O	2.3342	4.1215	18.891	1.5164	0.2575	0.2665
O	0.7868	3.7482	9.5833	1.8694	-0.3127	1.3434
O	0.1666	6.5764	10.3763	-2.0413	1.4433	1.1907
O	0.8721	0.8121	0.0085	2.9409	3.165	-0.0592
O	5.5473	9.0556	0.5352	-0.5045	1.1829	0.6363
O	5.8059	3.7134	15.97	-0.5312	0.9326	0.1799
O	6.4719	7.0887	19.3707	1.8761	-0.0753	0.7209
O	8.799	10.0465	16.4129	-0.9697	-0.2934	-0.2626
O	9.7219	2.8578	18.3795	1.4239	-2.2304	-2.3007
O	2.4336	8.0844	9.9806	-0.2627	1.7218	0.6637
O	1.2867	3.1394	14.4303	0.8759	0.3608	-0.5632
O	1.5629	7.7483	15.9348	-0.0359	3.6742	2.1557
O	5.1151	6.1118	12.6734	-0.2216	1.8539	0.5654

Results
free energy: -36994.581 eV
free energy less fixed offsets of O -463.61, Si -117.95 eV per atom: 22.119 eV
pressure: -2.89 GPa
stress xx, yy, zz, yz, xz, xy (GPa, positive in tension): 3.79, 1.7, 3.18, 0.71, 0.83, -0.61
